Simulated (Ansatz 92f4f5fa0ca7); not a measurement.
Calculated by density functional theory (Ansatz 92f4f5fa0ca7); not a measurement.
Periodic cell of 194 atoms, Si117O77, from a study of silicon, its oxide and their interface. The atomic structure is a simulated model.

Settings: functional r2SCAN; potential files Ansatz norm-conserving; basis plane waves; wave-function cutoff 1300 eV; density cutoff ratio 4; exchange-correlation grid ratio 1; k mesh 2 x 2 x 1, shifted by 0.5 0.5 0.5 of a step; self-consistency stop 5e-08 eV per atom in the density residual; occupations Fermi-Dirac, 0.05 eV; spin none; net charge 0.

Cell vectors (angstrom)
a 11.5403 0 0
b 0 11.5403 0
c 4.1503 -1.699 26.5893

Atoms and the computed forces on them: element, x, y, z (angstrom), force x, y, z (eV/angstrom)
Si -2.1054 -2.0023 0.2043 0.4301 -0.3927 -0.1611
Si 8.3217 2.1214 -0.2105 -0.269 0.2862 0.9129
Si -2.215 6.6018 0.9573 0.2142 0.2814 -0.2302
Si 3.1949 -2.6877 -0.2332 -0.4998 -0.2175 -0.1926
Si 1.3479 3.0419 -0.1391 -0.8014 0.1321 -0.2921
Si 2.5219 6.0517 2.1607 -0.3545 -0.0413 -0.3365
Si 5.6405 -2.4338 -0.005 0.2756 -0.0869 -0.2899
Si 5.3345 1.8551 -1.0159 0.1718 -0.2124 -0.5232
Si 5.3322 4.7794 -1.2367 0 0.1268 -0.0465
Si -0.1561 -1.6513 1.7904 -0.0598 -0.0825 0.0397
Si -0.7743 2.2642 1.9595 0.2631 0.1555 0.2414
Si -0.057 6.1364 2.0553 -0.0207 0.2219 0.2163
Si 2.3118 -1.7457 1.7083 0.0965 0.0485 -0.0592
Si 3.056 2.2307 1.2944 0.7168 -0.1877 0.2141
Si 2.5594 5.8008 -0.0668 0.0333 0.641 0.6289
Si 7.4018 -1.7686 1.5592 -0.1555 0.129 0.0045
Si 8.3852 1.9685 2.0682 0.3385 0.0037 -0.1499
Si 7.8738 4.8365 0.5964 -0.3669 -0.4619 -0.414
Si -0.381 0.2674 3.1255 -0.0338 -0.0824 0.0218
Si -0.372 4.1757 3.2552 0.0416 0.0227 0.1363
Si -0.3723 8.0817 3.3381 0.0407 -0.1807 -0.1259
Si 3.1697 0.2772 2.7576 -0.0315 -0.1037 0.037
Si 3.3533 4.0083 2.9418 -0.2196 0.0574 0.1787
Si 3.2116 8.0391 3.0948 0.1033 0.0951 0.0553
Si 7.3352 0.1186 2.9648 0.1922 -0.0716 0.2438
Si 7.469 3.9795 2.8463 0.1217 0.0859 0.0023
Si 7.4814 8.0793 3.1294 0.5861 -0.1894 -0.2316
Si -2.3214 0.2118 4.4541 -0.0652 -0.0966 0.1257
Si 9.1945 4.2149 4.4478 0.0251 0.0358 0.1722
Si 9.2516 8.0639 4.6442 0.1311 0.0927 0.1632
Si 1.5285 0.2877 4.4751 -0.079 -0.0593 -0.0319
Si 1.584 4.0629 4.5298 0.0539 -0.3326 0.1799
Si 1.5301 7.9977 4.6888 -0.2613 0.1449 0.1266
Si 5.2417 0.235 4.1412 0.0278 0.2281 -0.1962
Si 5.3779 4.0893 4.1771 0.0576 -0.0902 -0.1711
Si 5.3445 7.9144 4.2272 -0.266 0.0011 -0.0793
Si 9.3198 9.9547 5.946 -0.0073 -0.0326 -0.1463
Si 9.2021 2.236 5.7417 -0.1212 0.0079 -0.0453
Si 9.2356 6.0739 5.8866 -0.0563 -0.1107 0.018
Si 1.575 9.9504 5.9313 0.0181 -0.1053 -0.0866
Si 1.5004 2.1561 5.8772 -0.024 0.1156 -0.0063
Si 1.5576 6.0039 5.9228 0.0371 0.0323 -0.0781
Si 5.3421 9.8685 5.5836 0.1612 0.0654 -0.0448
Si 5.2893 2.1711 5.5849 -0.0537 -0.0173 0.0403
Si 5.3023 6.0062 5.6423 0.1091 0.0318 -0.0209
Si -0.3211 9.8884 7.3019 0.0445 -0.0074 0.1198
Si -0.4472 2.1881 7.1984 0.0906 -0.0768 -0.137
Si -0.364 5.97 7.2757 -0.1067 -0.0023 0.0051
Si 3.5625 9.8614 7.1589 0.0046 -0.0585 0.0725
Si 3.4474 2.1351 7.1643 -0.1469 0.0619 -0.0158
Si 3.5013 6.0605 7.2489 -0.1249 -0.0703 0.1112
Si 7.2569 9.9158 6.9832 0.1687 0.1088 0.0637
Si 7.2026 2.2921 6.9763 0.055 -0.0399 -0.0257
Si 7.1994 6.1114 7.0478 0.1412 0.0195 0.1112
Si -0.3775 0.2931 8.585 0.0241 0.047 0.154
Si -0.4507 4.0413 8.6583 0.0569 -0.0819 0.0577
Si -0.2506 7.9054 8.611 0.0519 -0.0515 -0.009
Si 3.4798 0.1868 8.5703 0.0437 0.2309 0.1727
Si 3.3395 4.0709 8.5407 0.0419 -0.2851 -0.026
Si 3.6438 8.031 8.6711 0.1766 0.0987 0.131
Si 7.2752 0.3387 8.2279 0.0713 0.0005 -0.0208
Si 7.1455 4.215 8.412 -0.0496 -0.1145 0.0614
Si 7.3414 8.0368 8.3975 -0.0919 0.1072 0.0156
Si 9.1084 0.3318 9.697 -0.149 -0.1035 -0.1678
Si 9.0426 4.1421 9.8173 -0.0367 0.1212 -0.1114
Si 9.2754 7.9761 9.7953 0.053 -0.1201 0.0935
Si 1.6388 1.9639 11.4371 -0.2126 -0.5269 -0.3362
Si 1.488 3.8742 10.0661 -0.0388 -0.0309 -0.0049
Si 1.6656 8.0316 10.0156 -0.2892 -0.1354 -0.0926
Si 5.526 0.2357 9.708 0.0426 0.1636 0.2806
Si 5.2351 4.0454 9.8287 -0.0267 -0.0239 -0.0535
Si 5.6994 8.1678 10.0633 0.1717 0.1188 -0.1519
Si 8.7523 9.9486 10.9836 0.1402 0.0813 0.3492
Si 8.7101 2.2041 11.0757 -0.6672 0.1156 0.0474
Si 9.0202 6.0513 11.2015 -0.0321 -0.0251 -0.255
Si 0.9798 9.8899 11.4194 -0.372 0.0061 -0.235
Si 1.5156 0.1354 10.0002 -0.0532 0.1963 0.0515
Si 1.3011 4.8317 12.2732 0.3482 0.5588 0.2698
Si 4.6224 11.1326 13.2991 0.0934 -0.3372 -0.0309
Si 5.6108 2.1119 11.0432 0.386 0.0131 -0.3283
Si 6.6818 6.5971 11.5646 -0.5501 0.2425 0.5348
Si -1.1038 10.4562 12.5683 -0.5672 -0.2437 0.3083
Si -1.3071 1.9807 12.8091 -0.2027 -0.347 0.3747
Si 10.717 5.612 13.0203 0.1088 0.7924 0.1288
Si 2.3884 9.2346 13.1191 0.2997 -0.2754 0.042
Si 3.6727 3.624 13.7877 0.4417 -0.1332 0.0186
Si 2.6154 6.6289 11.6912 -0.3572 0.1969 0.6833
Si 6.3944 10.1763 11.1891 -0.0626 -0.1344 -0.0032
Si 3.833 1.6956 12.5082 -0.2137 0.1758 0.4026
Si 4.7115 5.451 11.6285 0.4927 -0.2542 0.2951
Si 7.5423 6.8508 14.3512 -0.7571 0.1045 -0.1443
Si 10.0619 5.7046 24.1681 0.1043 0.0863 -0.2238
Si 3.4923 3.0567 16.7822 0.103 0.2459 -0.2358
Si 8.9944 5.0818 17.6201 -0.0738 0.1231 0.1111
Si 3.3539 10.0515 15.774 0.0024 0.1397 0.1197
Si 8.217 4.4989 20.491 0.1031 -0.021 -0.1008
Si 13.0518 9.8328 24.3693 0.4426 0.1763 -0.3447
Si 5.8945 6.3492 21.6306 0.0216 -0.0594 -0.0497
Si 14.4201 -0.942 22.5261 -0.0811 -0.2054 -0.2223
Si 7.3134 7.4546 17.1812 -0.075 -0.0263 0.2511
Si 5.1689 1.1615 23.4435 0.0338 0.2078 0.076
Si 4.9143 1.4396 18.8361 0.2648 0.211 0.0085
Si 1.9425 3.7916 20.7983 -0.0017 0.1269 0.0475
Si 7.8136 7.801 23.5775 0.0487 -0.0183 -0.1647
Si 10.9955 5.5556 21.5029 0.0876 0.1177 -0.1203
Si 12.2802 7.4347 19.4823 -0.3347 -0.0302 -0.1295
Si 2.9596 0.1929 17.3365 -0.1585 0.1876 0.1106
Si 16.0277 3.8245 22.3704 -0.1085 0.2042 0.0186
Si 10.4409 8.122 14.5099 -0.1286 0.3547 0.2568
Si 9.9033 9.7142 24.3863 -0.7289 0.2274 0.1191
Si 9.3729 4.4427 14.6197 -0.3566 -0.3369 0.2457
Si 10.2489 7.7951 17.5289 0.0516 0.1004 0.2604
Si 2.3179 0.8244 20.1281 0.0218 0.049 -0.0988
Si 3.5852 8.3072 20.596 0.0354 -0.0307 -0.0874
Si 16.0138 -3.5001 17.8976 0.302 -0.1234 0.1469
Si 2.6651 5.4928 18.2979 -0.0051 -0.029 -0.0904
Si 6.4816 2.1738 21.012 0.2792 0.11 -0.1189
O -0.0989 2.4969 0.4402 0.0906 0.0366 0.1141
O 6.7784 1.6631 -0.2978 -0.3094 0.2368 -0.5136
O 4.2901 1.8978 0.2219 -0.3053 0.2178 0.0362
O 6.3312 5.0233 0.0272 0.0864 -0.1087 -0.1913
O 3.8324 5.0835 -0.7356 0.1919 -0.2045 -0.3174
O -2.0062 -3.6375 -0.0644 -0.3581 -0.0469 0.5637
O 8.1921 6.9129 2.1532 0.087 0.2357 -0.1243
O 2.7167 7.6333 13.0313 0.02 0.4602 -0.2371
O 7.1423 2.2194 11.725 0.3481 -0.0775 -0.2751
O 0.2891 2.2216 12.4621 0.3655 -0.1196 -0.275
O 6.117 10.7088 12.7566 -0.3581 0.0803 -0.1879
O 3.6926 10.0302 12.5226 0.1814 -0.0028 0.505
O 13.3508 11.1338 25.3239 -0.3131 -0.1864 -0.1472
O 8.6634 6.425 23.7694 0.1604 0.1354 0.0724
O 13.5464 8.5452 25.288 -0.4316 0.1616 0.1566
O 8.5755 3.7175 -0.4167 -0.312 0.1901 -0.0496
O 1.9739 -0.1662 21.3711 0.4024 -0.0578 0.1311
O 1.6017 2.2731 20.3191 0.2703 -0.1116 -0.0195
O 2.7526 4.6794 19.7011 -0.1485 -0.0481 -0.0502
O 2.4773 7.3693 -0.5833 0.2034 0.1125 -0.2512
O 11.1889 6.0319 23.0474 -0.3217 -0.1051 0.0649
O 15.52 0.1247 23.0867 -0.0075 -0.0057 -0.0972
O 6.9609 5.563 20.6361 -0.0511 -0.0521 0.238
O 5.7097 5.7994 -2.4291 0.0083 0.0427 0.2829
O 11.4768 9.7481 23.871 -0.1149 -0.3047 0.4089
O 5.1959 5.2702 22.666 0.0433 -0.0863 -0.2346
O -1.9219 2.9227 14.0232 0.1163 0.0482 -0.0446
O 4.6089 2.8187 17.9735 -0.2587 -0.3436 -0.0508
O 15.4533 6.5066 18.0276 -0.1213 0.1296 0.0088
O 2.1807 9.6294 14.7113 0.3702 -0.174 -0.3382
O 4.6307 7.0758 20.8811 -0.04 0.125 0.0396
O 4.1352 3.3936 15.3264 -0.247 0.0397 0.4418
O 10.6209 9.6181 13.9625 0.095 -0.3058 -0.1943
O 2.137 4.1968 13.6118 -0.2723 -0.1581 -0.5861
O 4.513 10.8596 14.911 -0.1757 -0.3159 -0.1293
O 4.7235 4.6974 13.1324 -0.5422 -0.086 -0.3275
O 6.0907 8.0221 18.0505 -0.2495 -0.0489 -0.2202
O 8.6802 8.309 17.5326 0.0739 -0.3559 -0.1765
O 7.9198 5.2445 14.3622 0.4212 -0.0352 0.2583
O 3.9104 1.1684 20.1038 -0.075 -0.0231 -0.1898
O 14.4288 3.9106 22.1147 0.1547 -0.1481 -0.1586
O 1.9814 0.1199 18.6807 0.4408 0.1645 0.0154
O 3.9862 8.9474 19.1552 -0.1005 -0.1765 0.1049
O 6.5745 7.2177 13.1147 0.739 0.1255 0.1391
O 1.3205 6.3968 18.3622 0.1613 0.0736 0.2397
O 8.7505 4.2125 18.9649 -0.0626 0.1362 0.0315
O 10.1655 6.1933 17.8422 -0.1836 0.0887 -0.1599
O 10.1314 11.9376 13.2332 0.4985 0.255 -0.4676
O 6.7278 7.5218 22.4046 0.0965 -0.0793 0.1313
O 6.7876 -4.0813 15.6497 0.3 -0.1679 0.0081
O 3.9538 8.7351 16.5308 -0.0562 0.1701 -0.1014
O 11.2924 7.0646 13.638 0.0026 -0.2376 -0.2138
O 6.3335 1.1404 22.2737 -0.3308 0.1668 0.0197
O 9.4135 4.2558 16.2726 -0.0808 0.2419 -0.3185
O 2.5865 4.3685 17.1343 0.1793 -0.2121 0.2023
O 2.6295 1.6727 16.6523 0.2171 -0.1727 0.2823
O 8.9009 7.7038 14.2919 0.3629 -0.0271 -0.0235
O 15.2301 -2.177 21.8099 -0.116 0.1706 -0.083
O 6.3892 1.4783 19.5257 -0.4278 0.0985 0.2353
O 2.8998 -1.7792 -1.5936 0.2234 -0.2486 0.1153
O 12.0312 4.3866 21.1363 0.0331 0.1267 0.005
O 7.589 5.8807 17.4741 0.2774 0.2333 -0.1664
O 2 7.927 20.3947 0.1227 0.0149 -0.0947
O 9.7912 8.8178 25.7483 0.2677 -0.0786 -0.5253
O 7.8501 3.0381 21.112 -0.328 0.0326 -0.0776
O 5.7191 12.308 24.9232 0.0365 0.2014 0.1909
O 9.4734 5.0669 21.319 0.0451 0.0397 0.0472
O 8.8369 9.0663 23.2896 0.1567 -0.4381 0.2519
O 4.6753 2.7266 23.5536 0.1183 -0.2633 -0.2158
O 11.2422 6.8163 20.5445 0.144 -0.1715 0.0493
O 16.7995 3.2563 21.058 0.043 -0.196 0.1899
O 10.5116 6.231 25.6385 -0.0523 0.2347 0.0648
O 5.3531 3.2691 -1.8366 0.0044 0.2513 0.4682
O 4.5706 0.2308 17.803 -0.4092 0.2406 0.146
O 10.8709 8.0952 16.068 -0.188 -0.1505 -0.264
O 11.2997 8.4453 18.6152 0.0576 -0.3603 -0.0707
O 1.3164 4.7122 -0.2195 0.347 -0.5819 -0.4876

Results
free energy: -49514.785 eV
free energy less fixed offsets of O -463.61, Si -117.95 eV per atom: -16.665 eV
pressure: -1.42 GPa
stress xx, yy, zz, yz, xz, xy (GPa, positive in tension): 2.71, 0.36, 1.18, -0.05, 0.13, -0.79
